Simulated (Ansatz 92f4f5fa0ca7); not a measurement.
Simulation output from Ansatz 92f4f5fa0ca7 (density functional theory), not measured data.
Periodic cell of 273 atoms, Si166O106P1, from a study of silicon, its oxide and their interface. The atomic structure is a simulated model.
Doubt: the cutoff is far below the 930 eV that the study's wrapper takes by default for these files, so forces and energies are approximate.
This geometry differs little from another in the collection (a relaxation step or a small displacement).

Settings
functional: PBE
potential files: Ansatz PAW
basis: plane waves
wave-function cutoff: 580 eV
density cutoff ratio: 5
exchange-correlation grid ratio: 1
k mesh: 1 x 1 x 1, Gamma-centred
self-consistency stop: 5e-08 eV per atom in the density residual
occupations: fixed
spin: none
net charge: +1 e, with a uniform compensating background and no finite-size correction

Cell vectors (angstrom)
a, 11.6015, 0, 0
b, 0, 13.3963, 0
c, 0, 0, 29.8085

Atoms: element, x, y, z (angstrom)
Si, 11.553, 0.1801, 22.9033
Si, 3.9204, 0.1541, 23.0192
Si, 7.6653, 0.1212, 23.1362
Si, 2.0722, 3.4593, 22.8764
Si, 5.9036, 3.6949, 22.9892
Si, 9.761, 3.5369, 23.021
Si, 11.6667, 6.8602, 23.0605
Si, 3.9586, 7.0411, 23.1889
Si, 7.7987, 6.8914, 23.2392
Si, 2.043, 10.2333, 23.2524
Si, 5.8612, 10.0919, 23.3102
Si, 9.8437, 10.0806, 23.2294
Si, 11.6998, 2.3873, 23.7418
Si, 4.0037, 2.4058, 23.734
Si, 7.7868, 2.4172, 23.7581
Si, 2.0347, 5.7108, 23.6953
Si, 5.8379, 5.817, 23.9831
Si, 9.7425, 5.7287, 23.8919
Si, 11.7583, 9.0212, 24.0242
Si, 3.9106, 9.1336, 24.2069
Si, 7.8522, 9.081, 24.0403
Si, 1.9206, 12.5054, 23.7923
Si, 5.7766, 12.3719, 23.9246
Si, 9.6808, 12.3943, 23.7684
Si, 11.6494, 2.2982, 26.1548
Si, 3.9229, 2.3091, 26.1433
Si, 7.755, 2.3222, 26.166
Si, 1.9834, 5.6328, 26.1371
Si, 5.8256, 5.6816, 26.3243
Si, 9.7086, 5.639, 26.2594
Si, 11.6746, 8.9633, 26.354
Si, 3.8947, 9.013, 26.5052
Si, 7.7932, 8.9945, 26.3717
Si, 1.9384, 12.3777, 26.1935
Si, 5.7972, 12.3283, 26.284
Si, 9.6873, 12.344, 26.1685
Si, 1.9808, 1.1942, 26.9844
Si, 5.8293, 1.1849, 27.0022
Si, 9.6907, 1.1837, 26.9604
Si, 11.6543, 4.5131, 26.9909
Si, 3.8918, 4.5106, 27.0006
Si, 7.7577, 4.5229, 27.0421
Si, 1.971, 7.8066, 27.117
Si, 5.8556, 7.886, 27.1671
Si, 9.7214, 7.8486, 27.0922
Si, 11.6195, 11.2351, 27.0058
Si, 3.852, 11.2749, 27.1123
Si, 7.766, 11.2434, 27.0442
Si, 1.9533, 1.1159, 29.3747
Si, 5.798, 1.125, 29.3941
Si, 9.6558, 1.1268, 29.3627
Si, 0.0153, 4.457, 29.3839
Si, 3.8754, 4.4492, 29.3712
Si, 7.7231, 4.469, 29.4144
Si, 1.9454, 7.7778, 29.4682
Si, 5.8342, 7.832, 29.5156
Si, 9.6891, 7.7994, 29.4404
Si, 0.0065, 11.1744, 29.3731
Si, 3.8656, 11.2034, 29.4654
Si, 7.76, 11.1828, 29.4003
Si, -0.0059, 0.0061, 0.3339
Si, 3.8744, 0.0171, 0.4473
Si, 7.7207, -0.0033, 0.3834
Si, 1.9502, 3.3313, 0.3549
Si, 5.7895, 3.3375, 0.413
Si, 9.6576, 3.3529, 0.3611
Si, 0, 6.6693, 0.4182
Si, 3.8926, 6.6591, 0.3934
Si, 7.7649, 6.6834, 0.4417
Si, 1.9289, 10.044, 0.3745
Si, 5.8265, 10.0953, 0.416
Si, 9.6866, 10.042, 0.3724
Si, 11.5503, -0.0522, 2.6999
Si, 3.8482, -0.0705, 2.8394
Si, 7.6655, -0.0969, 2.7635
Si, 1.94, 3.2654, 2.7129
Si, 5.7558, 3.2737, 2.81
Si, 9.6034, 3.308, 2.7374
Si, 11.5756, 6.6294, 2.7773
Si, 3.8762, 6.6082, 2.7398
Si, 7.7512, 6.6384, 2.8076
Si, 1.9263, 10, 2.7379
Si, 5.8345, 10.047, 2.787
Si, 9.6857, 9.9805, 2.7387
Si, 11.5597, 2.1982, 3.4053
Si, 3.8201, 2.1312, 3.6496
Si, 7.6876, 2.1102, 3.5399
Si, 1.9124, 5.4886, 3.4681
Si, 5.8119, 5.5209, 3.5766
Si, 9.6653, 5.5062, 3.6359
Si, 11.6155, 8.8696, 3.5592
Si, 3.8994, 8.8665, 3.4118
Si, 7.7556, 8.8814, 3.5604
Si, 1.8579, 12.2294, 3.5424
Si, 5.7627, 12.2175, 3.7626
Si, 9.6235, 12.203, 3.5044
Si, 11.4906, 2.1365, 5.731
Si, 3.7491, 2.0354, 6.0657
Si, 7.6078, 1.9672, 5.9081
Si, 1.9041, 5.414, 5.8064
Si, 5.8171, 5.4689, 5.9465
Si, 9.6279, 5.4423, 6.0463
Si, 11.6442, 8.8049, 5.9404
Si, 3.9281, 8.7906, 5.7309
Si, 7.7862, 8.8143, 5.9342
Si, 1.787, 12.1563, 5.9196
Si, 5.7241, 12.1151, 6.265
Si, 9.5839, 12.1157, 5.867
Si, 1.6621, 0.9805, 6.7087
Si, 5.6776, 0.9838, 7.0152
Si, 9.6329, 0.9489, 6.5836
Si, 11.5978, 4.2971, 6.6668
Si, 3.8447, 4.3215, 6.5648
Si, 7.695, 4.1678, 6.6308
Si, 2.0403, 7.6417, 6.5067
Si, 5.8397, 7.7359, 6.7034
Si, 9.73, 7.7111, 6.7522
Si, 11.4526, 11.0074, 6.7847
Si, 3.6594, 10.9307, 6.6561
Si, 7.7624, 10.9776, 6.8803
O, 9.9097, 7.8907, 8.4226
O, 9.9155, 0.9018, 8.2517
O, 1.0586, 0.9797, 8.3157
O, 3.0843, 10.5373, 8.1698
O, 5.8257, 7.8872, 8.3716
O, 5.6101, 1.1922, 8.7012
O, 3.77, 4.3188, 8.2169
O, 7.637, 3.6967, 8.2522
O, 0.0952, 4.2487, 8.4587
O, 11.1426, 11.0029, 8.4403
O, 8.1229, 10.778, 8.5215
O, 2.3865, 7.5024, 8.1137
O, 11.4245, 0.2097, 21.2256
O, 9.7606, 3.6443, 21.3574
O, 4.1345, 7.551, 21.6021
O, 6.0002, 4.1887, 21.3767
O, 5.7519, 9.7491, 21.6758
O, 2.1446, 3.3892, 21.1955
O, 7.3468, 13.444, 21.4985
O, 4.0207, 0.153, 21.3572
O, 7.7492, 6.9722, 21.5896
O, 2.1296, 10.1639, 21.6023
O, 11.5481, 6.9721, 21.3997
O, 10.1521, 9.6429, 21.639
Si, 11.5911, 6.4191, 11.2741
Si, 1.5633, 10.3641, 16.2553
P, 0.2731, 3.6735, 9.8718
Si, 8.0811, 12.8596, 20.1757
Si, 2.8356, 10.4662, 9.7628
Si, 2.5739, 10.3914, 20.0597
Si, 10.3523, 3.7048, 19.8379
Si, 0.2418, 12.7943, 17.1054
Si, 10.8126, 0.7015, 19.7813
Si, 3.1514, 7.7561, 16.2313
Si, 0.3304, 6.4875, 19.8965
Si, 9.3841, 2.5211, 14.2933
Si, 2.9009, 2.5241, 11.0462
Si, 5.1267, 11.9877, 15.3506
Si, 4.9403, 8.6803, 20.7243
Si, 3.5903, -0.3926, 11.2867
Si, 5.57, 8.8914, 14.7864
Si, -0.1657, 11.3486, 10.0131
Si, 9.4487, 10.0162, 20.2184
Si, 3.4529, 0.0483, 19.8306
Si, 7.4706, 4.6743, 9.5336
Si, 2.3568, 12.3535, 14.1675
Si, 6.1728, 0.5973, 10.1396
Si, 2.7935, 2.9025, 19.7582
Si, 5.7156, 4.4365, 13.6475
Si, 7.4646, 0.2149, 15.5975
Si, 9.5989, 11.3433, 15.2191
Si, 1.9875, 6.5532, 13.5643
Si, 2.8269, 3.5173, 14.0335
Si, 11.7005, 9.1706, 18.4178
Si, 11.26, 0.8765, 9.1605
Si, 9.1093, 7.287, 9.7043
Si, 8.6726, 8.5558, 14.5692
Si, 4.758, 7.156, 12.3507
Si, 2.9689, 5.6259, 18.7419
Si, 2.5417, 7.402, 9.7049
Si, 6.2641, 8.4082, 9.8528
Si, 4.3345, 4.7641, 9.6518
Si, 9.355, 10.5098, 12.2921
Si, 5.941, 13.0339, 17.963
Si, 7.9788, 4.9339, 18.3643
Si, 8.2998, 5.4073, 15.2012
Si, 7.3165, 11.0701, 9.9304
Si, 5.3854, 4.2072, 19.8589
Si, 0.7729, 1.4793, 15.0512
Si, 7.5529, 7.5315, 20.0835
Si, 7.6589, 2.7819, 11.8573
O, 3.4458, 6.0731, 10.0902
O, 1.9522, 2.6321, 15.09
O, -0.3408, 12.9987, 10.1787
O, 8.3576, 8.9045, 19.8142
O, 2.4174, 1.3129, 19.5165
O, 8.1458, 5.3046, 16.7993
O, 2.7321, 11.982, 19.706
O, 7.1467, 8.7602, 15.0964
O, 1.2691, 0.1812, 14.1756
O, 4.4097, 3.7662, 14.4123
O, 4.1957, 3.4192, 10.6145
O, 10.9546, 2.088, 14.4857
O, 11.4285, 4.7318, 10.9229
O, 10.8368, 12.0118, 16.0532
O, 8.9289, 6.9051, 14.7569
O, 1.7575, 3.3573, 10.1391
O, 8.4529, 5.9074, 9.172
O, 11.1453, 2.2955, 19.5251
O, 5.3854, 7.5906, 10.9233
O, 11.4131, 7.5938, 18.7863
O, 7.8689, 8.219, 10.1803
O, 10.1197, 7.026, 10.973
O, 9.2127, 4.1132, 14.7099
O, 8.827, 11.4724, 20.5243
O, 10.5782, 10.562, 11.1753
O, 8.3514, 12.2421, 15.7697
O, 4.4374, 2.8821, 19.8009
O, 4.6479, 0.2228, 18.7353
O, 10.4787, 10.0964, 18.9642
O, 6.7818, 0.7003, 17.0183
O, 0.5094, 6.6591, 12.8025
O, 1.0426, 7.0688, 10.2536
O, 3.1164, 7.1559, 12.5372
O, 3.9551, 9.5634, 19.7758
O, 6.7811, 5.1884, 14.6175
O, 0.5583, 0.9079, 16.5581
O, 1.547, 11.7859, 17.1048
O, 5.3518, 8.311, 13.2965
O, 2.95, 12.3811, 12.6414
O, 6.437, 3.2023, 12.8584
O, 2.7948, 9.3251, 16.5861
O, 5.9947, 7.8899, 19.7668
O, 1.9518, 6.3966, 19.7526
O, 1.4515, 9.6867, 19.1412
O, 9.467, 9.7103, 15.4701
O, 3.0576, 8.8892, 10.2237
O, 9.0073, 9.0383, 13.0021
O, 2.1314, 7.337, 14.9874
O, 9.1387, 3.871, 18.7716
O, 4.7221, 7.9007, 15.7838
O, 7.2505, 1.5866, 10.8401
O, 8.1152, 6.3638, 19.1179
O, 5.9146, 5.1342, 9.6502
O, 6.9888, -0.9249, 19.0541
O, 11.1068, 2.33, 10.0724
O, 8.9909, 2.3836, 12.7049
O, 9.6973, 11.5149, 13.5616
O, 6.5667, 4.2018, 18.7391
O, 6.0456, 10.0261, 9.9755
O, 1.3541, 10.8738, 10.2844
O, 5.1538, 10.4713, 14.7445
O, 1.685, 10.9045, 14.6674
O, 11.3594, 13.0706, 18.6296
O, 5.4358, 11.848, 16.9517
O, 8.0883, 10.985, 11.3699
O, 11.3097, 5.0079, 19.6252
O, 8.3621, 1.4799, 15.0691
O, 2.4256, 4.0462, 18.5975
O, 3.7567, 11.6969, 10.3291
O, 9.1792, 0.5776, 19.7195
O, 2.6676, 2.6914, 12.6267
O, 3.6426, 12.6349, 15.1321
O, 8.0301, 4.067, 10.9241
O, 5.0732, 0.3014, 11.3265
O, 4.428, 5.4949, 19.4747
O, 6.2004, 13.0578, 14.6713
O, 3.0442, 6.5634, 17.3696
O, 2.7333, 0.9305, 10.7144
O, 0.2866, 9.45, 16.799
O, 5.2072, 5.6092, 12.6279
O, 2.137, 4.9672, 13.8469
O, 6.8548, 12.5975, 9.7334

Results
free energy: -166567.298 eV
free energy less fixed offsets of O -568.88, P -755.39, Si -635.61 eV per atom: 0.632 eV

Forces (eV/angstrom), in the order of the atoms: element, x, y, z
Si, -0.0019, 0.0012, 0.0004
Si, 0.0001, -0.0002, 0.0011
Si, 0.0002, 0.0015, 0.0012
Si, -0.0027, 0.0007, 0.0018
Si, 0.0011, 0.002, 0.0016
Si, -0.0015, -0.0005, 0.0012
Si, -0.0028, -0.0016, 0.0005
Si, -0.0007, 0.0055, 0.0022
Si, -0.001, 0.0022, -0.0006
Si, 0.0003, 0.0013, 0.0007
Si, -0.0003, 0.0029, -0.0012
Si, 0.0019, 0.0014, -0.0018
Si, 0.0008, 0.0008, 0.0025
Si, -0.0014, 0.0004, 0.0007
Si, 0.0003, -0.0003, 0.0011
Si, 0.0014, -0.0001, 0.0019
Si, 0.0013, -0.0007, -0.0015
Si, 0.0025, 0.001, -0.0002
Si, -0.0008, 0.0003, -0.0006
Si, -0.0005, -0.0043, 0.0007
Si, -0.0022, -0.0028, -0.0002
Si, 0.0004, -0.0004, 0.0021
Si, 0.0006, 0, 0.0014
Si, 0.0006, -0.0006, 0.0036
Si, 0.0004, 0, -0.0011
Si, 0.0005, 0.0001, 0.0013
Si, -0.0005, -0.0005, -0.0002
Si, 0.0002, -0.0025, 0.0009
Si, -0.0006, -0.0028, 0.0009
Si, 0.0007, -0.0022, 0.0013
Si, 0.0005, 0.0004, 0.001
Si, -0.0014, 0.0032, -0.0075
Si, 0.0028, 0.0041, 0.0004
Si, 0, 0.0013, -0.0013
Si, 0.001, 0.0007, 0
Si, 0.0003, 0, -0.0018
Si, -0.0002, -0.0001, 0.0025
Si, -0.0009, 0.0012, 0.003
Si, 0.0006, -0.0004, 0.0033
Si, 0.0003, -0.0011, 0.0027
Si, -0.0002, -0.0001, 0.0037
Si, 0.0006, 0.0003, 0.0014
Si, -0.0011, -0.0013, -0.0015
Si, -0.0004, -0.0027, -0.0054
Si, 0.0011, -0.0021, -0.0007
Si, -0.0015, 0.002, 0.0007
Si, 0.0009, 0.0009, 0.0012
Si, 0.0002, 0, 0.0036
Si, 0.0041, 0.0115, -0.0071
Si, 0.0032, 0.0066, -0.0061
Si, 0.0059, 0.0056, -0.0113
Si, 0.0068, 0.0044, -0.0068
Si, -0.0008, 0.0033, -0.0048
Si, 0.0057, 0.001, -0.0031
Si, 0.0018, -0.0026, 0.0046
Si, 0.0055, 0.0018, 0.0106
Si, 0.0042, 0.0039, 0.0056
Si, 0.0008, 0.0025, -0.0016
Si, -0.0058, 0.0102, 0.0007
Si, 0.0021, 0.0075, -0.0037
Si, -0.0041, -0.0067, -0.006
Si, 0.0004, -0.0126, 0.0102
Si, -0.0079, -0.0126, 0.0053
Si, 0.0021, -0.0053, -0.0023
Si, -0.0039, -0.003, 0.0058
Si, -0.0086, -0.0019, 0.0019
Si, -0.0031, -0.0002, 0.0013
Si, -0.0034, -0.0022, -0.0057
Si, -0.0037, 0.0025, 0.0019
Si, 0.0026, -0.0008, 0.0013
Si, 0.0043, -0.0046, 0.0044
Si, -0.0036, -0.0073, -0.0001
Si, 0.0006, -0.0081, 0.0094
Si, -0.0006, 0.0035, -0.0065
Si, -0.0015, 0.0026, -0.0025
Si, 0.0027, -0.0009, 0.0079
Si, -0.0006, -0.0053, -0.0007
Si, -0.0014, -0.0002, 0.0045
Si, -0.0022, 0.0027, -0.0002
Si, 0.0078, 0.0044, 0.0059
Si, 0.0006, 0.0012, -0.0032
Si, -0.0045, -0.0012, 0.0005
Si, 0.001, -0.002, 0.0023
Si, 0.0041, -0.0038, -0.0022
Si, 0.0029, 0.0192, -0.003
Si, -0.0017, 0.0026, 0.003
Si, -0.0007, -0.0005, -0.0003
Si, -0.0087, -0.008, -0.0038
Si, -0.0034, 0.003, -0.0035
Si, 0.0049, -0.0042, 0.0003
Si, -0.0007, 0.0007, -0.0007
Si, 0.0015, -0.0023, -0.0027
Si, -0.0036, 0.0005, -0.0012
Si, 0.0051, 0.0006, -0.001
Si, 0.0008, -0.0003, 0.0002
Si, -0.0038, -0.0002, -0.0033
Si, 0.0017, -0.0237, 0.0129
Si, 0.0025, 0.0021, -0.0033
Si, -0.0025, 0.0073, 0.0032
Si, 0.02, 0.0005, 0.0095
Si, -0.0006, 0.0032, -0.002
Si, 0.0009, -0.0023, 0.0011
Si, 0.0034, -0.0053, 0.002
Si, 0.0049, -0.005, 0.0016
Si, 0.0028, -0.0053, 0.001
Si, -0.0047, -0.002, -0.0002
Si, -0.0036, 0.0038, 0.0015
Si, 0.0104, -0.0009, -0.0019
Si, -0.0019, 0.0047, -0.0089
Si, 0.0016, 0.0008, -0.0064
Si, -0.0004, 0.0054, -0.007
Si, -0.0326, 0.0351, 0.0348
Si, -0.0053, -0.0117, -0.0095
Si, 0.0148, -0.0114, -0.0073
Si, -0.032, 0.0114, -0.0005
Si, 0.0038, 0.0097, -0.0074
Si, 0.0122, -0.0022, -0.0092
Si, 0.0011, -0.0073, -0.0069
Si, -0.0002, -0.0013, 0.0024
Si, 0.0001, -0.0015, 0.0009
O, -0.0033, 0.0009, 0.0046
O, 0.0115, 0.0053, 0.0095
O, -0.0015, -0.0008, -0.0017
O, 0.0019, 0.0017, -0.0035
O, -0.0009, -0.0022, -0.0014
O, -0.0001, 0.0014, 0.0054
O, 0.0028, 0.0035, 0.0102
O, -0.0035, 0.003, 0.005
O, 0.002, 0.0015, -0.1022
O, 0.0013, 0.0003, -0.0012
O, -0.0014, -0.0003, -0.0017
O, 0.006, -0.0043, -0.0053
O, 0.0005, 0.0008, -0.0046
O, 0.0016, 0.0005, -0.003
O, 0.0015, 0.0008, -0.0029
O, -0.0014, 0.001, -0.0025
O, -0.0011, -0.0019, -0.0025
O, 0.0022, -0.0014, -0.0044
O, 0.0004, -0.0013, -0.004
O, -0.0016, -0.0003, -0.0047
O, 0.0005, 0.0011, -0.0059
O, 0.0014, 0.0007, -0.003
O, 0.0013, 0.0003, -0.0037
O, -0.0011, 0.0006, -0.0027
Si, 0.0081, -0.0106, -0.0034
Si, -0.0001, 0.0014, 0.0036
P, -0.0143, -0.0579, 0.0515
Si, -0.0019, 0.0013, -0.0006
Si, -0.0025, -0.0005, 0.0056
Si, -0.0015, 0.0006, -0.0018
Si, -0.001, -0.0002, -0.0004
Si, 0.0004, 0.0002, 0.0021
Si, 0.002, -0.0025, -0.0019
Si, -0.0026, -0.0021, 0.0017
Si, -0.0004, 0.002, -0.0007
Si, 0.0011, 0.0013, -0.0016
Si, -0.0381, 0.0285, 0.0143
Si, -0.0058, 0.0026, 0.0059
Si, 0.0005, 0.0003, -0.0001
Si, 0.0051, 0.001, 0.0025
Si, -0.0002, -0.0003, 0.0024
Si, -0.0008, 0.0134, 0.0039
Si, 0.0022, 0, -0.0014
Si, 0.0025, -0.0004, -0.0005
Si, 0.0014, -0.0027, 0.0014
Si, 0.0015, -0.0006, 0.0034
Si, -0.0004, -0.0013, 0.0002
Si, -0.0017, -0.0003, -0.001
Si, -0.0072, -0.0053, 0.0027
Si, 0.0026, 0.0014, 0.0047
Si, -0.0008, -0.003, 0.005
Si, -0.0112, -0.0179, -0.0032
Si, -0.0126, -0.0008, -0.0344
Si, -0.0011, -0.0003, -0.0025
Si, 0.0028, -0.0079, 0.0001
Si, 0.0068, -0.0033, 0.0004
Si, -0.0015, 0.0017, 0.007
Si, 0.0009, 0.0011, 0.0041
Si, -0.0007, 0.002, -0.0034
Si, 0.0032, -0.0018, 0.0052
Si, 0.0043, 0.002, 0.0028
Si, -0.0082, 0.0033, 0.0031
Si, 0.0006, 0.0015, -0.0039
Si, -0.0001, -0.0008, -0.0034
Si, 0.0002, 0.0014, -0.0045
Si, -0.0009, -0.0006, 0.0039
Si, -0.0021, 0.0056, 0.0004
Si, 0.0013, 0.0001, -0.0008
Si, 0.0008, 0.0018, 0.001
Si, 0, -0.0014, 0.0008
Si, 0.0013, -0.0005, -0.0035
O, 0.0017, -0.0023, 0.0024
O, 0.0003, -0.0003, -0.0127
O, -0.0012, -0.0096, -0.0015
O, 0.0001, 0, 0.002
O, -0.0005, 0.001, 0.0006
O, -0.001, -0.0008, 0.0023
O, 0.0003, -0.0001, 0.0014
O, -0.0011, 0, -0.0085
O, -0.0006, 0.0013, -0.0041
O, -0.0065, 0.003, -0.0148
O, -0.0091, -0.0048, 0.002
O, 0.001, -0.0011, -0.0012
O, -0.0119, 0.0387, 0.0255
O, 0.0002, 0.0005, -0.0017
O, -0.001, -0.0013, -0.0045
O, 0.0741, -0.0323, 0.0325
O, -0.001, -0.0012, -0.0028
O, -0.0002, 0.0011, 0.0007
O, -0.0015, -0.0024, 0.0046
O, -0.0002, 0.0001, 0.0015
O, -0.0041, -0.0025, -0.0027
O, -0.003, 0.0039, -0.0027
O, -0.0014, 0.0015, -0.0036
O, 0.0001, -0.0005, 0.002
O, -0.0038, -0.0052, 0.0006
O, -0.0013, 0, -0.0047
O, -0.0001, 0.001, 0.0006
O, -0.0011, 0.0009, 0.0018
O, -0.0008, -0.0001, 0.0018
O, -0.0004, 0.0009, 0.0015
O, 0.02, -0.0007, 0.0126
O, -0.0093, 0.0005, 0.0053
O, 0.0027, -0.002, -0.0003
O, -0.0001, 0.0002, 0.0008
O, 0.0011, -0.0018, -0.0021
O, -0.0015, -0.0009, 0.0005
O, -0.0022, 0.0012, -0.001
O, 0, -0.0014, -0.0023
O, -0.0022, -0.0025, 0.0063
O, -0.0009, 0.0058, -0.0023
O, 0.0016, -0.0011, -0.0012
O, 0.0002, -0.0004, 0.0011
O, -0.0006, -0.0006, 0.0014
O, 0.0003, 0.0008, 0.0021
O, 0.0009, 0.0015, -0.0041
O, 0.0011, 0.0019, -0.0006
O, -0.0031, -0.0025, 0.0011
O, 0.0025, 0.0018, -0.006
O, 0.0003, -0.0002, 0.0013
O, -0.0032, -0.0005, -0.0008
O, 0, 0.0021, -0.001
O, -0.0002, 0.0005, 0.0003
O, -0.0033, -0.0013, -0.0001
O, 0.001, -0.0003, 0.0021
O, 0.0014, 0.0331, 0.0084
O, -0.0004, 0.0001, 0.0022
O, -0.0002, 0.0017, 0.0021
O, -0.0006, 0.0005, 0.0008
O, 0.0003, -0.0023, -0.0022
O, 0.0015, -0.0021, -0.0021
O, 0.0012, -0.0005, -0.0035
O, -0.0008, -0.0003, -0.0011
O, -0.0013, 0.0014, 0.0018
O, 0.0007, 0.0009, 0.001
O, 0.0029, -0.0027, 0.0014
O, -0.0004, -0.0003, 0.0007
O, -0.0025, -0.0047, 0
O, -0.0004, 0, 0.0011
O, -0.0003, 0.0004, -0.0011
O, -0.0013, 0.0007, 0.0021
O, 0.0087, 0.0261, 0.0055
O, 0.0031, -0.0009, -0.003
O, 0.0013, -0.0056, 0.0025
O, 0.0016, -0.0024, -0.0014
O, -0.0005, -0.0018, 0.0005
O, -0.0003, 0.0007, -0.0038
O, 0.0001, 0.0011, 0.0008
O, -0.0028, 0.0093, -0.0024
O, -0.0006, -0.0005, -0.0003
O, 0, 0.0008, 0.0023
O, 0.0148, -0.0101, 0.004
O, -0.0011, -0.0026, -0.0005

The program warned: the cutoff lies below the one the program advises for these potential files; the forces do not sum to zero within the program's tolerance; the exchange-correlation potential is rough where the density is thin.
